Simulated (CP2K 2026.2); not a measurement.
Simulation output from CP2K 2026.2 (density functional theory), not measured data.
Periodic cell of 508 atoms, Si360O148, from a study of silicon, its oxide and their interface. The atomic structure is a simulated model.
Doubt: the forces sum to 2.67 eV/angstrom along one axis rather than to zero, so they err by at least 0.0052 eV/angstrom per atom on average; the grid cutoff is modest.

Settings
functional: PBE
method: Gaussian and plane waves
basis set: DZVP-MOLOPT-SR-GTH
pseudopotentials: GTH-PBE
grid cutoff: 350 Ry, relative cutoff 50 Ry
k points: Gamma only
occupations: fixed
spin: none
net charge: 0

Cell vectors (angstrom)
a 16.32 0 0
b 0 16.32 0
c -0.7741 3.2856 33.9861

Atoms and the computed forces on them: element, x, y, z (angstrom), force x, y, z (eV/angstrom)
Si 14.323 15.573 2.777 -0.077 0.084 0.064
Si 0.74 1.95 2.708 -0.233 0.226 0.537
Si 15.254 3.667 2.698 0.03 0.014 -0.003
Si 1.858 6.503 2.689 -0.07 -0.039 -0.006
Si 14.318 4.611 0.69 0.076 -0.373 0.625
Si 1.187 7.84 0.835 0.26 -0.348 0.682
Si 4.058 14.792 1.833 0.056 0.101 0.102
Si 9.71 18.055 29.234 0.076 0.117 -0.059
Si 3.603 4.751 2.696 -0.223 0.198 0.473
Si 6.715 7.004 2.764 0.349 -0.302 0.202
Si 4.548 9.3 2.453 -0.457 0.329 0.108
Si 7.558 11.648 2.869 0.115 -0.168 0.645
Si 10.161 14.421 2.97 0.114 -0.143 0.68
Si 12.485 1.094 2.804 0.008 0.008 -0.005
Si 4.356 11.909 29.291 0.046 -0.017 -0.095
Si 10.273 4.815 1.855 0.047 -0.086 -0.071
Si 9.26 9.893 2.901 0.017 -0.013 -0.047
Si 11.881 12.726 3.061 -0.213 0.157 0.559
Si 16.151 16.486 4.016 0.022 -0.004 -0.128
Si 2.559 2.95 3.896 0.039 -0.026 -0.054
Si 0.038 5.448 3.896 0.019 -0.049 -0.027
Si 2.89 8.23 3.944 0.042 -0.011 -0.045
Si 0.31 11.178 4.178 -0.205 -0.176 0.794
Si 2.517 13.394 4.23 0.147 0.145 0.827
Si 5.274 16.57 3.817 -0.343 0.439 0.354
Si 8.532 3.146 4.386 -0.085 -0.054 -0.079
Si 5.387 5.562 4.083 -0.015 -0.18 -0.02
Si 8.186 8.199 4.14 0.024 0.023 -0.038
Si 5.6 10.828 3.957 0.02 0.072 -0.053
Si 8.365 13.446 4.151 0.03 0.028 -0.089
Si 10.936 16.298 4.178 -0.065 -0.026 -0.033
Si 13.622 2.683 4.11 0.005 0.036 -0.05
Si 10.225 4.802 4.195 -0.024 -0.007 0.097
Si 13.403 7.974 4.043 0.114 -0.001 0.661
Si 10.898 10.923 4.215 -0.021 0.051 -0.06
Si 13.572 13.82 4.215 -0.034 -0.024 -0.084
Si 14.939 1.418 5.574 -0.011 0.02 -0.028
Si 1.314 4.191 5.43 -0.052 0.035 0.009
Si 14.966 6.756 5.301 -0.014 0.032 -0.019
Si 1.451 9.5 5.364 -0.027 0.048 0.014
Si 14.973 12.332 5.411 0.061 0.001 -0.006
Si 1.261 15.053 5.348 -0.021 -0.053 -0.011
Si 3.947 1.543 5.242 0.043 -0.012 -0.061
Si 6.731 4.176 5.483 -0.003 0.035 0.049
Si 4.116 6.924 5.486 -0.039 0.034 0.008
Si 6.805 9.51 5.511 0 0.023 0.009
Si 4.178 12.166 5.392 -0.061 -0.028 -0.01
Si 6.85 14.656 5.48 0.467 -0.188 0.333
Si 9.522 1.333 5.498 0.039 -0.047 0.063
Si 12.142 4.003 5.366 -0.028 0 0.077
Si 9.468 6.71 5.408 0.004 -0.061 0.049
Si 12.233 9.464 5.436 0.016 -0.016 0.021
Si 9.604 12.206 5.673 0.028 -0.005 0.001
Si 12.244 15.05 5.671 -0.038 -0.01 0.017
Si 13.628 16.384 6.966 0.007 -0.011 -0.009
Si 0.026 2.788 6.827 0.006 -0.017 0.003
Si 13.565 5.41 6.688 -0.015 0.007 -0.026
Si 0.01 8.143 6.681 -0.028 0.019 0.001
Si 13.618 10.887 6.735 0.003 -0.018 0.034
Si -0.008 13.673 6.803 0.014 -0.012 0.019
Si 2.707 16.383 6.658 0.062 -0.009 0
Si 5.363 2.74 6.727 0.009 -0.015 0
Si 2.716 5.516 6.773 0.019 0.002 -0.002
Si 5.455 8.202 6.897 0.031 -0.013 0.024
Si 2.792 10.833 6.773 -0.002 0.026 0.021
Si 5.486 13.425 6.896 -0.019 0.051 -0.01
Si 8.095 16.26 6.745 -0.025 -0.043 -0.027
Si 10.913 2.649 6.866 0.001 0.041 -0.05
Si 8.082 5.499 6.876 0.031 0.007 -0.043
Si 10.865 8.084 6.77 0.012 -0.007 -0.015
Si 8.163 10.839 6.902 -0.04 0.027 -0.017
Si 10.91 13.628 6.959 -0.016 0.019 0.064
Si 14.985 14.971 8.235 -0.01 -0.007 0.004
Si 1.39 1.378 8.129 -0.001 0.006 -0.004
Si 14.923 4.105 8.142 -0.024 0.016 -0.001
Si 1.335 6.828 8.136 -0.022 0.015 -0.01
Si 14.993 9.521 8.078 0.015 0.007 -0.013
Si 1.396 12.253 8.083 0.013 0 -0.019
Si 4.077 14.962 8.046 -0.001 0.001 -0.018
Si 6.745 1.349 8.085 0.023 0.022 -0.036
Si 4.057 4.115 8.125 -0.001 -0.018 0.015
Si 6.787 6.842 8.258 -0.016 -0.008 0.028
Si 4.078 9.53 8.231 -0.006 0.005 -0.01
Si 6.813 12.148 8.3 0.038 -0.002 0.004
Si 9.468 14.978 8.21 -0.011 -0.01 -0.015
Si 12.246 1.383 8.295 -0.016 -0.036 0.03
Si 9.504 4.073 8.138 0.024 0.006 -0.064
Si 12.261 6.77 8.118 0.003 -0.032 0
Si 9.532 9.445 8.182 0.016 -0.005 0.009
Si 12.293 12.214 8.197 -0.007 -0.006 -0.009
Si 0.038 16.351 9.532 0.007 -0.003 0.008
Si 2.723 2.74 9.499 0 0.019 0.007
Si -0.024 5.465 9.497 -0.019 -0.008 -0.002
Si 2.694 8.159 9.532 0.011 -0.004 0.014
Si 0.025 10.889 9.456 0 -0.006 -0.007
Si 2.731 13.62 9.463 0.006 -0.004 0.005
Si 5.412 16.306 9.465 -0.008 0.007 0.011
Si 8.131 2.702 9.471 -0.015 -0.004 -0.009
Si 5.414 5.437 9.531 -0.011 0.001 0.01
Si 8.172 8.16 9.597 -0.006 -0.005 0.006
Si 5.424 10.841 9.628 0.017 -0.005 0.035
Si 8.15 13.591 9.576 0.018 0.013 -0.003
Si 10.849 16.319 9.573 -0.009 -0.007 0.008
Si 13.62 2.761 9.579 -0.01 0.001 0.013
Si 10.887 5.425 9.501 -0.001 0.01 -0.02
Si 13.622 8.161 9.462 -0.006 0.016 -0.013
Si 10.896 10.847 9.515 -0.007 -0.012 0.003
Si 13.623 13.591 9.56 0.011 -0.003 0.01
Si 14.984 17.688 16.303 -0.004 0.002 -0.001
Si 1.412 4.087 16.294 0.014 0 -0.025
Si 14.991 6.844 16.316 0.017 -0.008 -0.009
Si 1.352 9.529 16.336 -0.004 -0.008 -0.002
Si 14.952 12.24 16.344 -0.007 0.011 0.005
Si 1.363 14.976 16.335 0.004 -0.015 0.004
Si 4.075 17.706 16.355 -0.004 0.003 0
Si 6.772 4.065 16.352 -0.021 -0.001 0.009
Si 4.091 6.781 16.313 -0.011 -0.005 -0.01
Si 6.793 9.492 16.314 0.006 0.002 -0.003
Si 4.062 12.242 16.342 0.002 0 0.001
Si 6.775 14.96 16.304 0.018 0.014 0
Si 9.475 17.654 16.293 0.003 -0.004 -0.001
Si 12.237 4.101 16.304 -0.007 0.004 0.001
Si 9.512 6.785 16.34 -0.002 0.006 0.011
Si 12.259 9.534 16.345 -0.003 0.008 0.009
Si 9.518 12.224 16.298 0.01 0 -0.012
Si 12.231 14.936 16.286 -0.001 -0.01 -0.014
Si 13.599 16.306 17.614 -0.019 0.019 0.002
Si 0.075 2.723 17.64 0.007 0 -0.002
Si 13.612 5.493 17.633 -0.029 0.003 -0.005
Si 0.019 8.178 17.728 -0.029 -0.012 -0.011
Si 13.61 10.884 17.74 -0.006 0.015 0.005
Si 0.012 13.6 17.685 -0.008 -0.011 0.007
Si 2.692 16.366 17.707 -0.011 0.02 0.007
Si 5.42 2.73 17.76 -0.009 0.003 0.007
Si 2.774 5.408 17.694 0.007 -0.017 0
Si 5.456 8.109 17.686 0.012 -0.004 -0.002
Si 2.699 10.881 17.708 -0.009 0.016 -0.005
Si 5.436 13.608 17.68 0.01 -0.018 -0.004
Si 8.102 16.314 17.681 0.004 -0.007 -0.013
Si 10.845 2.709 17.6 0.006 0.001 -0.013
Si 8.131 5.428 17.703 0.015 0.006 0.013
Si 10.897 8.151 17.673 0.025 -0.011 0.016
Si 8.136 10.881 17.65 -0.014 0.001 0
Si 10.87 13.58 17.66 0.012 0.002 -0.005
Si 15.009 15.027 18.994 0.012 0.008 -0.014
Si 1.401 17.759 19.13 0.014 -0.017 -0.014
Si 15.009 4.11 18.89 0.009 0.015 -0.015
Si 1.428 6.783 19.011 0.007 0.028 -0.014
Si 14.975 9.523 19.126 0.002 0.002 -0.006
Si 1.313 12.216 19.093 -0.01 -0.028 0.015
Si 4.066 14.987 19.005 0.017 -0.003 0.008
Si 6.78 17.675 19.098 -0.009 0.018 0.051
Si 4.079 4.085 19.18 0.005 0.019 -0.022
Si 6.743 6.721 19.121 -0.03 0 0.018
Si 4.11 9.507 18.999 -0.017 0.023 -0.019
Si 6.792 12.239 19.039 0.003 -0.014 -0.012
Si 9.444 14.9 18.984 -0.02 -0.028 -0.008
Si 12.174 17.636 18.914 -0.012 0.015 0
Si 9.52 4.049 18.999 0.007 -0.015 -0.004
Si 12.296 6.843 19.056 0.02 0.021 0.008
Si 9.474 9.486 18.974 0.001 0.028 -0.023
Si 12.232 12.269 19.07 0.02 -0.015 -0.018
Si -0.017 16.416 20.42 -0.021 -0.013 -0.021
Si 2.752 2.759 20.623 0.001 -0.01 0.015
Si 0.03 5.427 20.298 -0.011 0.005 0
Si 2.845 8.1 20.357 0.009 -0.05 -0.01
Si 0.004 10.842 20.549 0.009 0.025 -0.027
Si 2.712 13.63 20.337 -0.019 -0.026 -0.051
Si 5.351 16.334 20.439 -0.01 -0.003 0.021
Si 8.18 2.729 20.425 -0.026 -0.012 -0.009
Si 5.451 5.36 20.636 0.002 0.004 0.02
Si 8.121 8.141 20.363 0.024 0.066 0.03
Si 5.434 10.866 20.374 0.002 -0.016 -0.038
Si 8.115 13.588 20.44 0.01 0.013 -0.009
Si 10.771 16.289 20.272 -0.012 0.036 0.021
Si 13.606 2.718 20.101 -0.044 0.014 -0.024
Si 10.92 5.415 20.291 -0.007 -0.035 -0.048
Si 13.609 8.202 20.527 0.012 0.018 -0.029
Si 10.789 10.852 20.328 0.025 0.034 -0.011
Si 13.667 13.689 20.342 -0.034 -0.061 0.03
Si 14.816 17.81 21.651 0.05 -0.031 0.055
Si 1.252 4.149 21.865 -0.007 -0.035 0.066
Si 15.068 6.754 21.741 -0.008 0.009 0.021
Si 1.5 9.378 21.75 -0.068 0.026 0.01
Si 14.907 12.297 21.822 0.008 -0.024 0.056
Si 1.441 15.054 21.683 0.005 0.056 0.037
Si 4.184 17.704 22.012 0.01 0.051 0.048
Si 6.873 3.931 21.982 -0.027 -0.024 0.02
Si 4.085 6.819 21.938 -0.019 -0.044 -0.008
Si 6.785 9.51 21.749 0.006 0.031 0.039
Si 4.048 12.26 21.669 -0.019 -0.005 0.056
Si 6.725 14.977 21.761 0.047 0.017 -0.04
Si 9.509 17.637 21.742 0.013 -0.023 -0.074
Si 12.342 4.03 21.515 0.018 0.014 -0.028
Si 9.521 6.72 21.6 0.03 0.016 0.125
Si 12.127 9.603 21.791 0.058 0.01 0.034
Si 9.473 12.18 21.763 0.022 -0.018 0.013
Si 12.216 15.057 21.604 0.102 0.023 0.019
Si 12.982 16.928 22.868 -0.162 0.119 -0.502
Si 15.667 3.234 23.005 -0.05 0.218 -0.576
Si 1.525 7.448 28.067 0.203 0.014 -0.03
Si 0.546 7.635 23.038 0.211 -0.269 -0.564
Si 13.413 11.641 32.023 -0.027 0.146 -0.162
Si -0.115 13.919 22.96 0.148 -0.398 -0.66
Si 2.581 16.466 23.234 0.153 -0.078 -0.762
Si 6.108 18.4 23.388 0.032 -0.008 0.002
Si 3.078 5.054 25.24 -0.197 0.174 -0.52
Si 5.57 8.151 23.278 -0.024 -0.036 0.051
Si 2.92 10.728 23.047 0.396 -0.297 -0.341
Si 5.401 13.549 23.079 -0.041 0.015 0.068
Si 7.845 16.558 23.088 -0.188 0.341 -0.332
Si 11.334 2.354 22.8 -0.012 0.047 0.071
Si 8.337 5.374 23.145 -0.365 0.245 -0.315
Si 10.782 8.074 23.016 -0.35 0.425 -0.419
Si 8.14 10.807 23.195 0.034 0.069 -0.007
Si 11.195 13.356 22.83 0.193 -0.294 -0.479
Si 14.602 15.573 24.773 -0.019 0.087 0.171
Si 0.372 17.731 25.146 -0.064 -0.008 -0.12
Si 14.011 4.999 22.88 -0.039 -0.021 0.072
Si 2.265 5.862 23.154 0.016 0.04 0.021
Si 0.113 8.735 25.989 0.019 0.03 -0.078
Si 1.621 12.586 25.109 -0.25 -0.086 0.362
Si 4.144 14.408 24.877 0.304 -0.177 -0.605
Si 10.66 17.581 26.548 0.016 -0.008 -0.064
Si 5.495 2.981 25.563 0.193 -0.291 -0.506
Si 7.383 7.106 24.433 0.141 0.216 -0.506
Si 4.757 10.077 24.41 0.204 0.039 -0.616
Si 6.37 11.861 24.364 -0.012 -0.233 -0.52
Si 9.732 15.033 25.125 -0.084 -0.002 -0.167
Si 14.097 13.312 26.843 -0.003 -0.101 -0.148
Si 10.623 3.638 24.605 0.31 -0.305 -0.568
Si 0.168 5.075 29.026 0.053 -0.024 0.062
Si 9.006 8.911 24.32 -0.086 -0.079 0.051
Si 12.914 11.561 22.92 -0.127 0.184 -0.717
Si 7.983 17.08 31.492 -0.122 0.151 -0.028
Si 10.92 5.804 30.156 -0.419 -0.43 -0.181
Si 0.902 8.892 30.725 0.026 0 -0.011
Si 6.575 13.412 0.603 0.126 -0.03 0.057
Si 12.663 5.909 24.545 0.358 -0.296 -0.421
Si 11.198 13.693 32.864 0.018 0.041 -0.053
Si 15.299 9.48 32.882 -0.001 -0.04 -0.106
Si -0.638 13.627 31.06 -0.054 -0.011 -0.045
Si 12.614 17.924 28.706 -0.12 -0.004 -0.023
Si 9.839 9.559 26.38 -0.603 0.028 -0.098
Si 11.367 10.641 30.118 0.002 -0.104 0.134
Si 15.15 9.599 1.916 -0.02 0.053 0.146
Si 4.346 6.746 27.461 -0.085 -0.121 0.04
Si 5.883 15.152 32.007 -0.066 0.032 0.001
Si 5.079 12.235 32.327 -0.161 0.031 -0.06
Si 11.67 5.895 33.255 -0.528 0.095 0.409
Si 7.382 10.564 33.397 0.124 -0.532 0.397
Si 11.476 8.204 28.376 -0.022 -0.105 -0.007
Si 13.643 4.192 29.73 -0.061 0.044 0.04
Si 11.148 2.549 1.211 -0.068 -0.049 -0.11
Si 3.8 16.51 30.491 -0.053 0.145 -0.034
Si 7.586 6.443 31.573 -0.007 0.137 -0.089
Si 9.089 15.057 0.073 -0.008 -0.002 0.177
Si 8.251 10.464 27.875 0.425 -0.293 -0.326
Si 5.174 9.73 27.4 0.001 0.127 0.012
Si 1.64 3.216 27.245 -0.004 0.057 -0.143
Si 13.712 7.925 26.7 -0.126 0.084 -0.115
Si 0.409 11.64 26.799 0.368 0.21 -0.317
Si 3.568 9.85 0.223 0.481 0.069 0.623
Si 11.974 6.449 1.789 -0.398 -0.44 -0.005
Si 12.581 10.838 25.927 -0.069 -0.059 0.064
Si 5.917 13.564 27.023 0.022 -0.184 -0.277
Si 6.868 5.343 27.024 -0.023 0.041 -0.032
Si 1.409 11.662 29.664 -0.04 -0.069 0.009
Si 4.827 5.51 32.057 0.024 0.008 0.006
Si 9.209 1.735 0.243 0.609 0.116 0.422
Si 13.869 3.854 32.793 0.042 0.075 0.048
Si 13.63 11.938 0.549 -0.027 0.083 0.197
Si 1.865 6.176 31.53 -0.101 -0.042 -0.038
Si 5.6 3.607 0.85 -0.052 0.011 0.072
Si 4.327 18.359 28.237 0.106 -0.122 -0.049
Si 7.953 5.682 1.109 0.354 0.412 0.21
Si 10.656 13.66 30.038 0.06 -0.02 -0.102
Si 0.946 18.09 33.873 -0.082 -0.015 0.114
Si 8.667 13.667 27.78 0.035 -0.067 -0.044
Si 0.284 4.617 33.602 -0.021 -0.022 0.063
Si 8.788 9.334 30.853 0.105 -0.082 -0.103
Si 10.262 9.01 0.945 -0.193 0.156 0.62
Si 1.595 15.397 32.415 0.198 -0.079 0.026
Si 5.399 18.904 30.936 -0.073 0.014 -0.058
Si 7.321 2.095 2.706 0.481 0.465 0.486
Si 15.224 14.611 0.836 -0.295 0.271 0.562
Si 8.9 4.786 29.393 0.683 0.35 -0.028
Si 13.475 15.032 29.382 -0.093 -0.042 0.053
Si 14.983 1.374 10.901 0.004 0.006 0.002
Si 1.345 4.091 10.857 -0.005 -0.012 -0.008
Si 14.956 6.821 10.871 0.001 0.015 -0.004
Si 1.35 9.541 10.871 -0.001 0.017 0.003
Si 14.996 12.224 10.872 0.003 0.004 0.002
Si 1.382 14.96 10.865 0.009 0.005 0.001
Si 4.077 1.36 10.846 0.001 0.007 -0.001
Si 6.792 4.065 10.855 0.016 0.006 0.009
Si 4.059 6.797 10.889 -0.009 -0.012 0.001
Si 6.804 9.499 10.96 -0.005 0 0.012
Si 4.061 12.268 10.893 -0.002 0.013 0.006
Si 6.766 14.969 10.879 0.002 -0.018 0.001
Si 9.483 1.374 10.89 0.011 0.004 0.002
Si 12.235 4.103 10.911 -0.004 -0.002 0.013
Si 9.544 6.776 10.895 0.002 -0.006 0.012
Si 12.263 9.498 10.862 0.006 -0.014 -0.004
Si 9.536 12.217 10.891 -0.016 -0.004 -0.009
Si 12.234 14.949 10.899 -0.02 -0.021 -0.008
Si 13.603 16.323 12.242 0.001 0.002 -0.011
Si 0.014 2.737 12.254 0.002 -0.002 0.002
Si 13.603 5.469 12.254 -0.012 0.01 -0.001
Si -0.002 8.177 12.234 -0.005 0.003 0.006
Si 13.618 10.868 12.219 0.001 0.002 -0.006
Si 0.019 13.599 12.23 0.006 -0.014 -0.002
Si 2.729 16.323 12.224 -0.002 -0.014 0.002
Si 5.437 2.709 12.214 0.004 -0.014 0.001
Si 2.704 5.437 12.236 -0.002 0.012 -0.001
Si 5.424 8.134 12.277 0.017 -0.004 0.001
Si 2.704 10.895 12.247 -0.007 0.008 -0.001
Si 5.427 13.611 12.258 -0.008 0.013 0.012
Si 8.13 16.324 12.24 -0.007 0.009 0.008
Si 10.864 2.725 12.248 -0.008 0.007 -0.002
Si 8.157 5.418 12.229 0.009 -0.009 -0.003
Si 10.902 8.15 12.239 0.005 0.003 -0.005
Si 8.168 10.881 12.277 -0.002 0.003 0.007
Si 10.885 13.581 12.251 0.013 -0.006 0.001
Si 14.966 14.95 13.589 -0.01 -0.001 -0.006
Si 1.374 1.357 13.595 0.005 0.006 -0.002
Si 14.972 4.104 13.606 0.006 -0.006 -0.003
Si 1.36 6.813 13.593 0 -0.01 -0.002
Si 14.967 9.532 13.601 -0.016 0.003 0.001
Si 1.357 12.252 13.622 -0.002 0.007 0.005
Si 4.07 14.975 13.61 0.006 0.01 0.001
Si 6.772 1.36 13.601 -0.005 0.012 0.01
Si 4.086 4.074 13.574 -0.013 -0.013 -0.016
Si 6.807 6.773 13.609 -0.012 -0.009 -0.002
Si 4.062 9.521 13.609 0.001 0.007 -0.009
Si 6.786 12.24 13.619 0.025 -0.001 0
Si 9.506 14.953 13.581 0.004 -0.022 -0.008
Si 12.238 1.366 13.603 -0.003 -0.014 0.004
Si 9.5 4.071 13.611 0.003 0.009 0.006
Si 12.247 6.815 13.626 0.001 0.01 0.008
Si 9.539 9.504 13.606 0.008 0.003 -0.008
Si 12.255 12.218 13.589 -0.002 0.005 -0.003
Si 0.005 16.313 14.946 -0.006 -0.012 -0.003
Si 2.746 2.717 14.942 0.012 0 -0.001
Si 0.02 5.46 14.969 -0.006 0.013 0.004
Si 2.711 8.159 14.978 -0.007 -0.003 0
Si -0.006 10.889 14.976 -0.005 0.006 -0.003
Si 2.721 13.615 14.976 0.011 0.015 -0.007
Si 5.414 16.336 14.975 -0.007 -0.007 0
Si 8.123 2.715 14.964 -0.002 -0.018 -0.007
Si 5.441 5.416 14.957 0.019 0.006 -0.006
Si 8.171 8.145 14.96 0.017 0.011 -0.003
Si 5.42 10.871 14.977 -0.017 -0.013 0.006
Si 8.155 13.605 14.959 -0.01 0.014 0.01
Si 10.864 16.31 14.943 -0.002 0 -0.001
Si 13.61 2.737 14.957 0.013 0.024 -0.004
Si 10.864 5.442 14.955 -0.01 -0.011 -0.01
Si 13.614 8.186 14.97 0.006 0.005 -0.003
Si 10.898 10.867 14.96 0.01 -0.007 -0.002
Si 13.606 13.58 14.947 -0.011 -0.026 -0.005
O 16.09 10.57 2.779 0.098 -0.054 -0.09
O 7.543 14.693 0.405 -0.217 0.273 0.263
O 1.431 12.277 3.73 0.19 -0.213 -0.273
O 3.162 13.999 2.887 -0.058 -0.211 -0.234
O 4.412 10.412 28.657 -0.183 -0.27 0.125
O 12.391 6.884 3.323 -0.004 -0.396 0.263
O 5.563 15.159 4.559 -0.178 -0.367 0.181
O 1.896 4.39 26.144 -0.629 0.24 0.12
O 14.146 14.201 25.489 -0.485 -0.281 -0.219
O -0.472 2.667 24.551 -0.292 0.192 0.445
O 1.518 8.294 26.678 0.464 -0.17 -0.179
O 0.016 8.184 24.488 -0.067 -0.001 0.012
O 14.935 8.33 33.953 0.528 -0.35 0.172
O 13.171 11.228 24.488 0.405 -0.152 0.064
O 0.566 13.617 24.422 -0.189 0.167 0.37
O 1.424 17.366 23.96 -0.275 0.135 -0.167
O 3.355 15.762 24.493 0.053 0.393 0.233
O 1.122 18.201 26.494 -0.128 -0.371 0.478
O 1.781 11.4 24.019 -0.449 -0.129 0.113
O 8.43 15.665 24.368 -0.122 -0.095 0.311
O 5.056 18.272 26.775 0.209 -0.494 -0.006
O 7.115 6.561 25.971 0.1 0.306 0.344
O 11.747 7.054 23.86 0.155 0.173 0.2
O 15.538 12.671 27.154 0.038 0.066 0.476
O 14.082 8.85 2.854 -0.189 0.189 -0.087
O -0.144 10.326 26.016 -0.507 0.174 -0.525
O 8.814 17.421 32.836 0.559 -0.192 -0.048
O 1.203 1.413 1.222 0.214 -0.272 -0.073
O 3.02 2.952 28.024 -0.052 0.494 0.512
O 9.013 3.178 29.303 -0.07 -0.164 0.209
O 3.775 6.329 25.991 -0.139 0.509 -0.223
O 9.973 14.805 1.387 0.356 0.168 -0.37
O 12.286 5.065 29.684 0.025 0.078 -0.417
O 6.782 0.79 3.511 0.48 -0.33 0.068
O 6.731 10.168 27.371 0.04 -0.002 -0.324
O 15.288 8.056 26.895 0.131 -0.354 0.568
O 6.805 18.184 31.294 0.065 0.138 -0.033
O 11.044 10.196 0.176 -0.04 0.707 0.033
O 10.969 10.709 26.013 -0.225 0.272 -0.238
O 0.646 19.452 33.05 0.013 -0.205 -0.563
O 5.878 11.088 33.12 -0.408 -0.012 0.415
O 12.142 12.383 32.675 -0.055 -0.292 0.321
O 5.267 3.971 31.76 0.117 -0.052 0.338
O 13.346 5.872 1.109 -0.017 0.359 -0.174
O 7.337 12.187 1.33 0.35 -0.139 -0.298
O 5.661 8.111 2.08 -0.091 -0.11 -0.385
O 11.563 9.768 28.777 0.298 0.227 -0.126
O 5.955 2.86 2.251 -0.343 0.016 0.38
O 10.632 14.052 24.213 0.16 0.146 0.321
O 12.459 12.312 1.587 -0.2 -0.067 -0.087
O 7.94 5.179 30.636 -0.172 -0.365 0.246
O 11.357 7.804 1.13 0.179 0.174 -0.397
O 14.903 5.098 29.304 -0.241 0.584 0.019
O 8.497 3.548 33.563 0.184 0.03 -0.577
O 5.876 13.629 32.491 0.497 -0.058 0.19
O 7.167 14.274 27.765 -0.011 0.395 0.51
O 8.985 17.063 30.251 0.276 -0.694 -0.113
O 14.335 10.52 0.884 0.121 -0.105 -0.511
O 12.139 14.995 33.098 0.199 0.472 -0.464
O 13.179 9.37 26.211 0.023 -0.041 -0.139
O 11.283 18.202 29.601 0.145 0.123 0.481
O 5.054 14.666 26.204 -0.001 0.655 0.156
O 5.132 8.137 27.515 0.526 -0.136 0.197
O 6.651 3.96 26.188 0.249 -0.004 -0.286
O 12.458 4.473 33.259 -0.204 -0.373 0.135
O 12.098 14.386 29.926 -0.11 -0.113 0.006
O 8.288 11.772 33.98 -0.067 0.382 -0.072
O 10.732 12.071 29.749 -0.482 -0.174 -0.447
O 7.965 10.145 31.956 -0.415 0.183 -0.245
O 3.832 16.941 28.908 -0.078 -0.502 -0.436
O 2.84 12.397 29.565 -0.219 0.309 0.122
O 3.407 5.751 31.342 0.034 -0.054 -0.268
O 5.48 5.645 27.855 -0.032 -0.063 0.658
O 2.46 14.625 33.581 0.237 0.47 -0.112
O 9.341 14.123 26.39 0.163 -0.36 0.151
O 13.351 16.543 24.438 -0.195 0.275 0.519
O 4.955 15.389 30.704 0.119 -0.436 -0.501
O 14.647 12.659 31.832 0.171 0.163 0.424
O 8.375 9.801 29.361 -0.228 -0.071 0.03
O 15.054 4.889 33.203 -0.134 0.738 0.228
O 10.614 16.314 25.565 0.615 0.183 -0.029
O 9.562 14.237 29.004 -0.165 0.512 0.006
O 8.52 12.062 27.93 0.302 0.02 0.296
O 5.302 16.112 33.177 -0.637 0.226 -0.148
O 1.278 5.697 32.954 0.269 0.331 0.453
O 14.054 18.746 33.502 -0.266 -0.209 -0.451
O 13.981 10.406 32.872 -0.523 -0.152 0.518
O 4.212 4.392 1.183 -0.097 -0.115 -0.411
O 0.274 12.712 30.098 -0.211 -0.09 -0.42
O 8.374 7.768 31.061 0.246 -0.124 0.087
O 10.361 9.759 31.063 0.093 -0.216 0.531
O 12.947 7.616 28.084 0.341 -0.213 0.492
O 13.381 16.634 29.28 0.247 0.053 0.326
O 1.796 7.8 31.518 0.506 0.277 0.397
O 9.303 4.465 24.137 0.02 -0.194 0.027
O 6.464 12.494 25.902 0.22 -0.044 0.458
O 1.503 10.398 30.678 0.41 0.041 0.34
O 0.532 14.61 0.985 0.232 0.023 0.53
O 3.62 12.363 33.025 -0.216 -0.244 -0.168
O 10.855 7.312 29.55 -0.121 0.186 0.327
O 10.943 5.998 31.789 -0.459 0.042 0.019
O 13.877 3.613 31.211 0.319 -0.422 -0.136
O 15.143 15.116 23.314 -0.311 0.215 -0.55
O 0.974 5.455 30.383 0.039 -0.094 0.143
O 3.175 15.031 0.526 0.225 0.061 -0.467
O 12.851 10.932 30.678 0.297 0.005 -0.35
O 16.055 8.489 1.187 -0.382 -0.185 -0.11
O 13.038 12.083 26.862 -0.172 0.157 0.315
O 1.059 11.128 28.181 0.146 -0.26 0.14
O 0.974 16.777 32.96 -0.528 0.123 -0.116
O 10.234 13.887 31.582 -0.453 0.099 0.246
O 9.599 17.397 27.759 -0.643 -0.397 0.085
O 13.449 6.676 25.724 0.182 -0.343 0.35
O -0.575 8.943 31.417 -0.308 -0.235 -0.201
O 6.856 4.581 0.525 0.231 -0.172 -0.579
O 13.545 2.916 28.746 0.327 0.089 -0.574
O 4.225 3.897 25.078 -0.153 -0.213 -0.443
O 12.151 17.674 27.173 0.252 -0.075 -0.176
O 8.148 5.266 28.018 0.093 0.111 -0.01
O 4.394 10.1 26.027 -0.307 -0.021 0.06
O -0.571 16.455 25.516 0.042 -0.062 0.349
O 5.314 19.091 29.314 0.217 0.17 -0.23
O 2.169 9.078 0.484 -0.117 0.041 0.119
O 5.053 11.892 30.746 0.534 -0.098 0.051
O 14.746 13.091 0.544 0.368 -0.266 -0.225
O 11.715 4.725 25.151 0.197 -0.047 0.476
O 5.963 6.547 31.514 -0.106 0.31 -0.139
O 5.049 12.869 28.196 -0.043 -0.035 0.21
O 0.572 3.649 28.381 -0.44 -0.294 0.169
O 5.336 13.881 1.499 -0.035 -0.143 0.313
O 4.165 17.891 31.297 -0.45 0.18 0.353
O 10.248 2.646 25.828 -0.399 0.248 0.3
O 7.385 15.592 31.646 0.351 -0.498 -0.131
O 3.033 6.926 28.41 -0.065 -0.218 0.381
O 13.7 14.394 27.937 0.039 0.269 -0.096
O 3.061 13.282 25.339 0.218 -0.305 0.259
O 14.769 14.697 30.277 0.254 0.343 -0.05
O 8.035 1.624 1.348 -0.082 -0.213 -0.065
O 4.505 16.232 2.425 -0.073 0.283 -0.326
O 2.455 15.825 31.089 -0.403 0.13 -0.219
O 10.534 8.21 27.054 -0.244 -0.3 -0.401
O 0.575 6.16 27.915 -0.381 0.013 -0.522
O 0.864 8.369 29.208 -0.32 -0.035 0.025
O 0.259 10.281 33.45 0.459 0.106 -0.193
O 4.648 5.818 33.644 0.09 -0.495 0.167
O 12.754 7.08 33.502 0.171 0.017 -0.574
O 8.037 6.106 33.09 -0.042 0.296 0.146
O 0.367 14.421 32.032 0.03 -0.322 0.293

Results
total energy: -103404.128 eV
total energy less fixed offsets of O -438.35, Si -107.03 eV per atom: 2.472 eV
